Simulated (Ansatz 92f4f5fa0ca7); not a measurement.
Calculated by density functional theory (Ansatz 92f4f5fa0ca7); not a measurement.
Periodic cell of 255 atoms, Si165O90, from a study of silicon, its oxide and their interface. The atomic structure is a simulated model.
Doubt: the cutoff is far below the 930 eV that the study's wrapper takes by default for these files, so forces and energies are approximate.
This geometry differs little from another in the collection (a relaxation step or a small displacement).

Settings: functional PBE; potential files Ansatz PAW; basis plane waves; wave-function cutoff 580 eV; density cutoff ratio 5; exchange-correlation grid ratio 1; k mesh 1 x 1 x 1, Gamma-centred; self-consistency stop 5e-08 eV per atom in the density residual; occupations fixed; spin none; net charge 0.

Cell vectors (angstrom)
a	10.938	0	0
b	0	10.938	0
c	0	0	37.7052

Atoms: element, x, y, z (angstrom)
Si	0	0	0.683
Si	5.469	0	0.683
Si	2.7345	2.7345	0.683
Si	8.2035	2.7345	0.683
Si	0	5.469	0.683
Si	5.469	5.469	0.683
Si	2.7345	8.2035	0.683
Si	8.2035	8.2035	0.683
Si	1.3673	1.3673	2.0503
Si	6.8362	1.3673	2.0503
Si	4.1018	4.1018	2.0503
Si	9.5708	4.1018	2.0503
Si	1.3673	6.8362	2.0503
Si	6.8362	6.8362	2.0503
Si	4.1018	9.5708	2.0503
Si	9.5708	9.5708	2.0503
Si	2.7345	0	35.6537
Si	8.2035	0	35.6537
Si	0	2.7345	35.6537
Si	5.469	2.7345	35.6537
Si	2.7345	5.469	35.6537
Si	8.2035	5.469	35.6537
Si	0	8.2035	35.6537
Si	5.469	8.2035	35.6537
Si	4.1018	1.3673	37.021
Si	9.5708	1.3673	37.021
Si	1.3673	4.1018	37.021
Si	6.8362	4.1018	37.021
Si	4.1018	6.8362	37.021
Si	9.5708	6.8362	37.021
Si	1.3673	9.5708	37.021
Si	6.8362	9.5708	37.021
Si	0.2637	-0.2198	27.3864
Si	5.7314	-0.2703	27.669
Si	2.4479	2.8818	27.4331
Si	7.8193	2.8401	27.601
Si	0.222	5.1886	27.3404
Si	5.4372	4.9733	27.4397
Si	2.5469	8.4518	27.5154
Si	7.876	8.3985	27.6231
Si	1.3143	1.3288	28.8083
Si	6.7926	1.3123	29.0265
Si	3.9862	3.9445	28.9166
Si	9.5145	4.0874	28.6966
Si	1.3902	6.7534	28.7083
Si	6.6334	6.7261	28.7109
Si	4.0649	9.5632	28.912
Si	9.5344	9.6154	28.7618
Si	2.7063	0.0263	30.2256
Si	8.2479	-0.0224	30.2689
Si	-0.0856	2.7121	30.1354
Si	5.3681	2.6474	30.312
Si	2.7002	5.4444	30.1927
Si	8.1359	5.4587	30.0858
Si	-0.0226	8.1621	30.0727
Si	5.3968	8.1094	30.202
Si	4.0333	1.3212	31.6729
Si	9.571	1.3679	31.6018
Si	1.3043	4.0722	31.517
Si	6.8115	4.0851	31.5287
Si	4.051	6.7916	31.5948
Si	9.5246	6.8226	31.4745
Si	1.325	9.5279	31.5056
Si	6.8161	9.5069	31.5352
Si	-0.0004	-0.0286	32.9172
Si	5.4596	-0.0588	32.9364
Si	2.6724	2.7415	32.9457
Si	8.1768	2.7326	32.9246
Si	-0.0483	5.4588	32.8756
Si	5.461	5.4469	32.9243
Si	2.691	8.188	32.9169
Si	8.1951	8.1749	32.9026
Si	1.3469	1.3463	34.2985
Si	6.8197	1.3474	34.2838
Si	4.086	4.0895	34.2894
Si	9.5537	4.0977	34.2816
Si	1.3317	6.8134	34.273
Si	6.8294	6.823	34.2841
Si	4.0772	9.5402	34.2928
Si	9.5565	9.5541	34.2783
Si	2.7511	0.0049	3.4503
Si	8.2128	0.0154	3.3924
Si	0.0177	2.7571	3.4023
Si	5.4796	2.7368	3.4334
Si	2.7493	5.4778	3.4097
Si	8.1979	5.4573	3.4489
Si	0.0215	8.2044	3.4226
Si	5.4653	8.2064	3.4022
Si	4.1436	1.371	4.829
Si	9.574	1.398	4.7368
Si	1.4267	4.0821	4.7736
Si	6.8305	4.081	4.852
Si	4.1282	6.8243	4.7802
Si	9.6042	6.8291	4.7856
Si	1.395	9.5479	4.8221
Si	6.8164	9.6114	4.7289
Si	0.0012	0.0597	6.0813
Si	5.5341	0.0154	6.2094
Si	2.7986	2.7558	6.1934
Si	8.2115	2.6654	6.1987
Si	0.0668	5.4313	6.1279
Si	5.4343	5.4621	6.2043
Si	2.8132	8.1723	6.1918
Si	8.1901	8.263	6.0333
Si	1.4186	1.3402	7.4756
Si	6.8788	1.3322	7.7004
Si	4.0961	4.1094	7.6818
Si	9.6637	4.0159	7.4661
Si	1.4461	6.7619	7.5192
Si	6.8742	6.9015	7.4048
Si	4.2083	9.5542	7.5656
Si	9.4442	9.7301	7.3753
Si	2.7978	-0.0156	8.8582
Si	8.2377	-0.0471	9.1429
Si	0.0435	2.6392	8.8894
Si	5.5553	2.7536	9.0672
Si	2.646	5.4198	9.1453
Si	8.3022	5.503	8.6248
Si	-0.0224	8.3315	8.4347
Si	5.6381	8.2371	8.9408
Si	3.8618	1.5595	10.2514
Si	9.9868	1.0435	10.3334
Si	1.456	3.6678	10.4832
Si	6.8474	4.5013	10.1191
Si	4.4686	6.6361	10.1417
Si	9.5606	7.0667	9.7962
Si	1.1365	9.6605	9.9287
Si	7.2785	9.1415	10.5153
O	3.0615	13.3953	19.1233
O	14.1215	2.1967	26.1026
O	8.6305	7.2693	21.6147
O	8.4665	7.9959	10.628
O	5.1784	0.5133	26.3441
O	4.3885	5.2002	26.153
O	5.5988	5.489	10.5054
O	20.8017	19.1847	19.5395
O	4.2028	5.1427	13.0948
O	-9.4968	11.1312	15.4694
O	7.8261	4.4668	11.4527
O	2.7546	13.6189	10.7287
O	7.6923	39.939	18.4579
O	0.1508	-0.1585	10.6533
O	9.6827	1.7047	11.8253
O	6.8037	15.7508	13.8367
O	1.3227	12.8926	23.8663
O	10.5507	27.7741	25.9584
O	17.5809	-8.3616	22.4736
O	-13.2726	17.281	24.1404
O	7.4809	12.8124	19.8735
O	-5.3496	-4.7755	19.6135
O	-7.9833	10.6615	25.0895
O	21.6162	5.8807	20.599
Si	0.1637	22.7562	24.3042
Si	15.14	1.7274	18.1729
Si	1.89	25.1105	23.0134
Si	-13.5799	1.9167	24.7537
Si	6.8253	14.8556	23.3383
Si	28.6935	5.7792	18.6403
Si	-6.1359	29.4358	22.9347
Si	-0.5052	35.5894	12.8423
Si	27.1868	4.182	13.7814
Si	-6.2476	34.0865	13.1434
Si	43.6498	26.1274	20.7983
Si	10.8638	3.261	17.9462
Si	-7.509	6.5314	12.8116
Si	36.7921	22.8451	25.3613
Si	-4.4068	9.7372	13.68
Si	3.1564	9.0882	24.6746
Si	-17.7934	39.1854	20.1509
Si	29.6234	17.5367	22.7777
Si	5.9609	23.3461	20.3255
Si	20.9539	-3.7766	14.0684
Si	15.1624	8.3415	15.0924
Si	-24.6204	26.7572	12.9956
Si	-7.7467	-15.2127	17.4017
Si	-16.8654	4.3212	16.8523
Si	14.5049	36.0805	20.4742
Si	-11.7826	7.3834	20.9079
Si	-1.8583	-3.0325	18.1395
Si	13.9809	0.3565	15.5021
Si	11.1933	-4.8467	16.5495
Si	-15.8158	12.1153	23.0912
Si	11.7753	29.1371	11.7462
Si	0.4046	19.8076	23.3679
Si	-12.895	20.6417	15.7082
Si	-1.3609	-3.9192	25.253
Si	25.9726	4.981	24.5414
Si	-24.4153	14.1331	19.6139
Si	0.1485	23.0402	15.5829
O	3.6491	16.0301	17.3264
O	15.1153	7.3736	21.4371
O	4.0716	28.3105	23.8476
O	-3.6833	5.1102	22.3449
O	-21.4969	34.8404	16.968
O	10.9636	18.8358	12.981
O	14.1359	18.0409	18.9814
O	21.8016	6.0861	14.9537
O	-3.2374	-11.875	14.7664
O	-2.556	12.7992	26.3829
O	-6.0922	25.8249	15.2999
O	-1.1229	-10.7788	15.7202
O	4.257	-3.3691	16.5352
O	3.6423	9.8129	15.3403
O	7.9237	-7.4488	24.4574
O	5.8913	11.3653	21.6326
O	-4.2805	25.7845	27.0511
O	-3.3446	4.5758	19.3772
O	23.8068	6.1674	12.2647
O	6.7912	-23.2808	27.0958
O	-25.8819	20.3778	12.1105
O	37.2647	41.7906	23.6779
O	1.3292	25.8874	26.9089
O	12.8647	8.5338	23.7853
O	14.1913	18.3973	14.125
O	-17.2256	12.28	23.9134
O	-16.1028	22.1029	13.7087
O	-2.1536	17.3203	13.3102
O	1.6894	-4.1197	16.8142
O	-0.5401	-2.7326	24.5138
O	27.021	13.8246	20.5462
O	0.692	36.8473	22.2152
O	11.0715	11.4179	25.8967
O	-9.6773	-1.5119	27.161
O	6.302	27.143	17.1694
O	-6.7543	18.2827	11.6133
O	-16.2237	-2.4427	14.3079
O	16.1271	13.845	17.6184
O	9.3904	36.2949	20.8976
O	2.8431	13.6146	21.8104
O	-25.5897	0.784	24.1827
O	33.0641	15.4978	17.0397
O	6.4264	18.4542	22.9859
O	21.638	17.3553	10.8329
O	-2.3253	18.6369	26.3492
O	24.6021	15.1444	24.0579
O	26.1522	22.646	11.6437
O	31.1656	13.8898	18.2614
O	-5.7813	0.7366	19.0805
O	11.5379	25.4702	19.4409
O	31.9063	17.82	17.3324
O	0.2162	32.3645	23.3579
O	-16.545	-8.1738	12.9814
O	3.2919	-13.6798	26.0515
O	-18.4616	15.8416	20.4966
O	9.6349	19.3319	15.0265
O	1.6087	-2.4166	11.0403
O	11.0103	23.9238	14.1954
O	3.4778	1.3051	14.2364
O	31.5744	12.5686	24.018
O	-10.7984	8.2306	21.8943
O	8.7334	9.2566	17.276
O	16.3348	26.0624	24.0255
O	-1.6193	14.7401	13.4499
O	14.4559	11.8862	16.9393
O	22.5112	14.5179	11.9442

Results
free energy: -156076.964 eV
free energy less fixed offsets of O -568.88, Si -635.61 eV per atom: -2.114 eV

Forces (eV/angstrom), in the order of the atoms: element, x, y, z
Si	0.018	-0.0487	-0.0067
Si	-0.0202	0.0099	0.0186
Si	0.0183	-0.0382	0.0115
Si	-0.0424	-0.0401	0.0016
Si	-0.0698	0.0457	-0.0047
Si	-0.0187	-0.0598	-0.0067
Si	-0.0309	0.0189	-0.0085
Si	0.0494	-0.0758	0.0059
Si	0.095	-0.0981	0.1044
Si	-0.0121	0.1337	-0.0837
Si	0.1167	-0.028	0.0318
Si	-0.037	0.1369	0.0124
Si	0.0587	-0.0093	-0.0614
Si	0.0858	-0.0679	0.0876
Si	-0.1267	0.0412	0.0007
Si	0.102	-0.0518	0.0046
Si	0.021	-0.0287	0.0527
Si	0.0081	-0.0468	-0.0297
Si	-0.1259	-0.0264	-0.0085
Si	-0.0763	-0.1041	-0.0075
Si	-0.0855	0.0388	-0.0519
Si	-0.0269	-0.0084	0.0361
Si	-0.0917	-0.052	-0.0353
Si	-0.0249	-0.1189	0.016
Si	0.0212	-0.0008	0.0105
Si	-0.0018	0.054	0.0122
Si	0.0115	-0.0088	0.0034
Si	0.0507	0.039	-0.0101
Si	0.0234	0.0373	0.0115
Si	0.014	0.0373	-0.005
Si	0.0172	-0.0085	-0.0137
Si	-0.0072	0.0264	0.0065
Si	-0.0107	0.001	0.0948
Si	-0.06	0.0006	0.0442
Si	-0.0125	-0.0811	0.1737
Si	0.0082	-0.0022	0.0196
Si	0.0078	-0.0266	0.0193
Si	-0.032	0.0355	0.1241
Si	-0.0313	-0.0311	0.0276
Si	0.0088	-0.0133	0.0918
Si	0.0236	0.0724	-0.0799
Si	0.001	0.0064	0.0243
Si	-0.0178	-0.0097	-0.0561
Si	0.014	-0.0044	0.0127
Si	0.0114	0.0061	0.0164
Si	0.0127	-0.0093	-0.0277
Si	0.0463	0.0259	-0.0013
Si	-0.0189	-0.0073	-0.0118
Si	0.005	-0.0093	0.0206
Si	0.0098	0.0045	-0.0152
Si	-0.0105	-0.0131	-0.013
Si	0.0084	-0.0061	0.0069
Si	0.0004	0.0065	-0.0031
Si	-0.0025	0.0115	0.0018
Si	-0.0106	-0.0065	-0.002
Si	-0.0307	-0.015	0.0028
Si	0.0093	-0.0057	-0.0115
Si	-0.0059	0.0114	0.0017
Si	0.0044	0.0171	0.0076
Si	0.0024	-0.0047	-0.0044
Si	0.0038	0.0044	-0.0066
Si	0.0007	0.0047	-0.0034
Si	0.0154	0.004	0.0002
Si	0.0057	0.0051	0.0017
Si	0.0029	0.0021	0.0073
Si	-0.0017	0.0056	0.0032
Si	-0.0009	-0.001	0.0106
Si	-0.0007	0.0003	0.0063
Si	-0.0025	0.0018	0.0111
Si	-0.0063	-0.003	0.006
Si	-0.0039	0.0036	0.0083
Si	0.0038	-0.0129	0.0054
Si	-0.0041	-0.0005	-0.0002
Si	0.0016	0.0018	0.0014
Si	0.001	0.006	-0.0004
Si	0.0004	-0.0045	-0.0014
Si	0.0052	-0.0069	-0.0019
Si	0.0016	0.0009	0.0004
Si	-0.0077	-0.0036	0.0005
Si	-0.0015	0.0041	-0.0001
Si	0.0034	-0.0037	0.0009
Si	0.0016	0.0024	-0.0018
Si	0.006	0.0003	0.0002
Si	0.0001	0.0024	-0.001
Si	0.0016	-0.0016	-0.0021
Si	0	0.0004	-0.0004
Si	-0.0054	-0.0004	-0.0037
Si	-0.0011	0.0026	0.0017
Si	0.0005	0.0019	-0.002
Si	-0.0057	-0.0012	-0.0045
Si	-0.0019	0.01	-0.0077
Si	0.0027	-0.0119	-0.0099
Si	-0.0075	-0.0001	-0.006
Si	0.0048	0.0037	-0.0087
Si	-0.005	-0.0005	-0.005
Si	-0.0025	0.0078	-0.0036
Si	0.0193	-0.0102	0.0097
Si	-0.0142	0.0106	0.0055
Si	0.0022	-0.0252	-0.0049
Si	-0.0084	0.0197	0.0108
Si	-0.0074	0.0045	0.0041
Si	0.0155	0.0057	-0.0059
Si	0.0121	0.0108	-0.0001
Si	0.0168	-0.0171	0.0113
Si	-0.0206	0.017	-0.0181
Si	0.008	-0.0062	-0.0077
Si	-0.0348	0.0201	-0.0165
Si	-0.0138	-0.0059	0.0031
Si	-0.0227	-0.0105	-0.0134
Si	-0.0071	0.0056	-0.0116
Si	0.0009	0.0056	0.0001
Si	0.0129	-0.0073	-0.005
Si	0.0275	-0.0327	-0.04
Si	-0.0096	0.0119	0.0155
Si	0.0519	0.0116	0.0719
Si	0.0481	-0.0462	-0.0222
Si	0.11	0.0556	0.0293
Si	0.0264	-0.0241	-0.0325
Si	-0.0206	0.0089	-0.0268
Si	-0.0118	0.016	0.0056
Si	-0.0053	-0.0009	0.0223
Si	-0.0219	0.0124	-0.1179
Si	-0.0987	-0.0417	-0.2153
Si	0.0028	0.0061	0.0171
Si	-0.0804	-0.0144	-0.1251
Si	-0.0218	0.0379	0.0068
Si	-0.0281	0.0391	0.0327
Si	0.0033	0.0128	-0.1104
O	-0.0037	0.0009	-0.0034
O	0.0412	-0.0367	-0.0563
O	0.0021	-0.0011	0.0125
O	0.0284	-0.0213	0.0118
O	-0.0012	0.0043	-0.0132
O	-0.0284	0.0049	-0.0896
O	0.0188	-0.0324	0.0116
O	-0.0009	-0.0007	0.0016
O	0.0089	0.0044	-0.0098
O	-0.0083	0.0044	-0.0091
O	0.0205	0.0139	0.0456
O	0.0161	0.0325	0.0298
O	0.0061	0.0013	-0.0058
O	0.0319	-0.0339	0.0264
O	0.023	0.0463	0.0718
O	0.0019	-0.0025	-0.0118
O	-0.0031	0.0106	-0.0028
O	-0.0351	0.035	-0.021
O	0.0065	-0.0026	-0.0034
O	0.0024	0.0315	-0.0244
O	0	0.0049	0.001
O	-0.0001	-0.0003	-0.004
O	-0.0032	-0.0259	0.0083
O	-0.0017	0.0093	0.002
Si	-0.0018	0.0148	0.0194
Si	0.0004	-0.0005	-0.001
Si	0.0102	0.0011	0.0101
Si	0.017	-0.0082	0.0156
Si	-0.0061	0.0014	0.0014
Si	0.0017	0.0061	0.006
Si	-0.0116	0.0026	-0.0105
Si	-0.0026	-0.0014	0.0023
Si	0.0065	-0.0068	0.0108
Si	0.0109	-0.0165	-0.0043
Si	0.0026	0.0006	0.0032
Si	0.0037	-0.0074	-0.0035
Si	-0.0297	0.0104	-0.0117
Si	-0.0188	0.0318	0.0076
Si	0.0242	0.0168	-0.0118
Si	-0.0047	0.0133	0.0184
Si	0	0.0032	0.0059
Si	0.0119	-0.0037	0.0125
Si	0.0067	0.0071	0.01
Si	-0.0057	-0.0093	-0.0045
Si	-0.0013	-0.0008	0.0068
Si	0.0207	-0.0159	-0.0012
Si	0.0022	0.0018	0.0055
Si	0.0011	-0.0023	-0.0021
Si	-0.0067	0.0067	0.0029
Si	-0.0003	0.0012	-0.0007
Si	-0.0022	-0.0017	0
Si	0.0078	0.0116	0.012
Si	-0.0033	0.0044	-0.0061
Si	-0.0244	-0.0042	-0.0087
Si	0.0245	-0.0164	0.0154
Si	-0.0041	-0.0051	0.0046
Si	-0.0155	0.0057	0.003
Si	-0.0083	-0.0023	-0.0087
Si	-0.0087	-0.024	0.0295
Si	-0.0012	0.0043	-0.0024
Si	0.0007	0.0161	0.0052
O	-0.0002	0.0049	-0.0047
O	0.003	-0.0018	-0.0045
O	0.0135	0.0255	-0.0075
O	0.0074	0.0256	0.0042
O	-0.0015	0.0068	-0.0025
O	-0.0153	0.0006	0.0026
O	0.0005	0.0039	-0.0056
O	0.0076	0.001	0.0076
O	0.013	-0.0046	-0.0018
O	0.0165	-0.0265	-0.0347
O	0.0034	0.0025	0.0114
O	0.0057	-0.0051	-0.0094
O	-0.0069	-0.0024	0.0028
O	0.0037	-0.004	-0.0095
O	-0.0103	0.0177	0.0055
O	-0.0014	-0.0073	-0.006
O	0.0092	0.0368	-0.0602
O	0.0035	-0.001	-0.0036
O	0.0168	0.0274	0.0055
O	0.0033	-0.0043	-0.0367
O	-0.0227	0.0176	0.1302
O	0.0103	-0.0073	0.0008
O	-0.0286	0.0346	-0.0478
O	-0.0149	-0.0017	-0.0038
O	0.0146	0.0087	-0.0074
O	0.0396	0.0058	-0.0308
O	0.0074	-0.01	-0.0131
O	0.0102	0.0071	-0.0007
O	0.0074	0.0028	-0.0015
O	0.0022	0.0046	-0.0051
O	-0.0004	-0.0005	0.0028
O	-0.0068	0.0054	-0.0041
O	0.0041	0.0279	-0.0933
O	0.0079	0.0049	-0.0145
O	-0.0007	0.0029	-0.0019
O	0.0012	0.013	0.0878
O	-0.0193	0.0017	0.0028
O	-0.0018	0.004	-0.002
O	0.0005	0.0023	0.0036
O	0.0104	0.0039	-0.0096
O	-0.0074	-0.0051	-0.0011
O	0.0032	-0.0004	0.001
O	0.0302	-0.0157	0.0094
O	0.0228	-0.0025	0.0093
O	0.0239	-0.0345	-0.0923
O	-0.0059	0.004	-0.0073
O	0.0107	-0.0119	0.0248
O	0.0008	0.0005	-0.0032
O	-0.0021	-0.007	-0.0031
O	-0.0019	0.0041	-0.0003
O	-0.0061	0.0071	0.0008
O	-0.0011	-0.0141	-0.0002
O	-0.0033	0.0172	-0.0056
O	0.0165	0.0115	-0.0477
O	0.0021	0.0045	0.002
O	-0.0063	0.0265	0.0078
O	-0.0084	-0.0176	-0.0055
O	0.0122	-0.0237	0.0348
O	-0.0134	-0.0012	0.003
O	-0.002	0.0052	0.002
O	-0.0169	-0.0077	-0.0004
O	0.0064	-0.0056	-0.0069
O	0.0106	0.0027	-0.0025
O	-0.0208	0.0213	-0.0203
O	0.0031	0.0114	0.0056
O	-0.0493	-0.0223	0.1328

The program warned: the cutoff lies below the one the program advises for these potential files; the forces do not sum to zero within the program's tolerance; the exchange-correlation potential is rough where the density is thin.
